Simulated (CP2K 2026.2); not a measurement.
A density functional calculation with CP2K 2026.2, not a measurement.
Periodic cell of 547 atoms, Si316O221N10, from a study of silicon, its oxide and their interface. The atomic structure is a simulated model.
Doubt: the forces sum to 0.93 eV/angstrom along one axis rather than to zero, so they err by at least 0.0017 eV/angstrom per atom on average; the grid cutoff is modest.

Settings: functional PBE; method Gaussian and plane waves; basis set DZVP-MOLOPT-SR-GTH; pseudopotentials GTH-PBE; grid cutoff 350 Ry, relative cutoff 50 Ry; k points Gamma only; occupations fixed; spin none; net charge 0.

Cell vectors (angstrom)
a	16.3305	0	0
b	0	16.3305	0
c	0	0	34.7019

Atoms and the computed forces on them: element, x, y, z (angstrom), force x, y, z (eV/angstrom)
Si	0.159	16.127	0.034	-0.094	0.182	0.771
Si	2.874	2.562	0.006	-0.233	0.078	0.742
Si	16.085	5.681	0.121	0.019	-0.188	0.823
Si	2.753	8.045	0.295	0.024	0.02	0.49
Si	0.514	10.207	34.625	-0.14	0.174	0.827
Si	2.446	13.945	0.048	0.04	-0.242	0.775
Si	4.965	0.184	0.07	0.239	-0.107	0.806
Si	8.177	2.423	0.122	0.013	0.146	0.748
Si	4.87	5.754	34.623	0.176	0.026	0.724
Si	7.868	8.295	34.637	0.174	-0.169	0.759
Si	5.822	10.65	0.135	-0.195	0.001	0.806
Si	8.319	13.23	0.213	-0.029	0.205	0.746
Si	10.492	0.333	34.672	0.138	-0.236	0.872
Si	13.25	2.973	34.606	0.153	-0.082	0.807
Si	10.942	5.128	34.51	-0.149	0.212	0.79
Si	13.792	7.765	0.057	-0.074	0.256	0.816
Si	10.525	11.078	0.313	0.112	0.033	0.752
Si	13.721	13.61	0.141	-0.245	-0.032	0.732
Si	1.313	1.379	1.329	-0.005	-0.031	-0.054
Si	3.962	4.13	1.359	0.029	-0.027	-0.028
Si	1.293	6.747	1.545	-0.012	0.004	-0.059
Si	4.158	9.538	1.402	0.009	-0.008	-0.075
Si	1.401	12.115	1.151	-0.037	0.013	-0.04
Si	3.932	15.002	1.521	-0.032	-0.033	-0.048
Si	6.668	1.219	1.379	-0.026	0.024	-0.039
Si	9.431	4.041	1.286	0.013	-0.01	-0.059
Si	6.636	6.774	1.229	0.009	-0.02	-0.068
Si	9.363	9.429	1.451	-0.019	-0.012	-0.029
Si	6.845	12.124	1.633	-0.018	-0.013	-0.048
Si	9.464	14.975	1.289	0.002	0.012	-0.036
Si	12.14	1.408	1.286	-0.005	-0.014	-0.045
Si	14.851	4.067	1.297	-0.028	-0.001	-0.056
Si	12.128	6.656	1.266	-0.025	-0.023	-0.042
Si	15.027	9.392	1.282	-0.006	0.053	-0.044
Si	12.222	12.284	1.39	0.027	-0.006	-0.03
Si	14.983	15.014	1.452	0.043	-0.011	-0.046
Si	16.243	2.72	2.66	0.022	0.023	-0.009
Si	2.621	0.067	2.825	-0.001	0.002	0.025
Si	16.284	8.15	2.826	-0.026	-0.018	0.033
Si	2.649	5.372	2.832	-0.017	0.013	0.025
Si	0.033	13.506	2.637	0.052	0.027	0.047
Si	2.756	10.926	2.689	-0.013	-0.015	0.002
Si	5.4	2.751	2.672	0	-0.012	0.003
Si	8.082	16.247	2.727	0.014	0.011	0.018
Si	5.448	8.132	2.765	0.008	0.01	0.024
Si	8.076	5.45	2.605	-0.011	0.005	-0.019
Si	5.39	13.594	2.761	0.005	0.008	-0.027
Si	8.148	10.761	2.955	0.023	0.018	0.037
Si	10.812	2.732	2.714	0.003	0.01	0.022
Si	13.541	0.059	2.686	-0.033	-0.004	-0.015
Si	10.853	8.086	2.658	0.026	0.023	-0.021
Si	13.509	5.389	2.716	0.013	0.019	0.024
Si	10.863	13.665	2.72	-0.018	0.001	0.005
Si	13.649	10.845	2.618	0.008	-0.024	0.003
Si	1.265	4.026	4.113	-0.014	-0.012	0.007
Si	4.053	1.418	4.093	-0.014	-0.015	-0.02
Si	1.377	9.552	4.072	-0.025	0.024	-0.025
Si	4.058	6.779	4.112	0.008	0.021	-0.023
Si	1.313	14.918	4.087	-0.014	0.001	-0.02
Si	4.055	12.247	4.13	0.01	-0.007	0.027
Si	6.779	4.086	4.04	-0.006	-0.02	-0.019
Si	9.463	1.334	4.052	0.014	0.002	-0.011
Si	6.755	9.436	4.237	-0.021	0.002	0.015
Si	9.473	6.763	4.031	-0.021	-0.003	-0.015
Si	6.766	14.926	4.117	0.006	0.003	0.018
Si	9.553	12.244	4.112	-0.016	-0.032	-0.017
Si	12.193	4.045	4.11	-0.002	-0.005	-0.014
Si	14.923	1.369	4.066	-0.02	-0.008	0.015
Si	12.255	9.481	3.976	0.016	0.009	0.007
Si	14.893	6.759	4.089	0.002	-0.022	-0.007
Si	12.224	15.008	4.075	-0.016	-0.01	0.007
Si	14.974	12.214	4.029	0.016	-0.01	-0.004
Si	16.284	16.308	5.428	0.029	-0.005	0.001
Si	2.683	2.727	5.462	0.005	-0.002	-0.001
Si	16.274	5.428	5.452	-0.029	0.019	0.011
Si	2.709	8.17	5.451	-0.007	0.005	0.013
Si	0.009	10.901	5.431	0.001	-0.001	-0.002
Si	2.708	13.623	5.478	0.023	-0.001	0.014
Si	5.421	0.019	5.424	0.01	0.015	-0.008
Si	8.133	2.726	5.416	-0.004	0.02	0
Si	5.444	5.429	5.459	0.018	0.009	-0.013
Si	8.184	8.098	5.5	0.023	0	0.01
Si	5.402	10.876	5.507	0.006	0.007	0.014
Si	8.161	13.591	5.454	-0.024	-0.01	-0.008
Si	10.864	0.021	5.443	-0.026	0.011	-0.002
Si	13.59	2.713	5.463	0.022	-0.003	0.012
Si	10.84	5.429	5.437	0.015	0.005	-0.002
Si	13.575	8.159	5.413	-0.004	0.028	-0.012
Si	10.935	10.852	5.397	0.019	0.004	-0.003
Si	13.606	13.602	5.388	-0.001	0.008	-0.003
Si	1.35	1.347	6.796	0.021	0.017	-0.003
Si	4.053	4.086	6.811	-0.032	-0.023	-0.001
Si	1.327	6.802	6.791	-0.016	-0.008	-0.003
Si	4.05	9.512	6.855	-0.013	0.002	0.005
Si	1.357	12.249	6.824	-0.009	0.022	0.003
Si	4.089	14.999	6.814	0.003	0.011	0
Si	6.782	1.366	6.785	-0.001	-0.027	-0.013
Si	9.499	4.067	6.806	-0.007	-0.013	0.006
Si	6.822	6.758	6.856	0.007	0.016	-0.007
Si	9.57	9.511	6.795	-0.016	0.001	-0.004
Si	6.801	12.258	6.821	0.036	-0.002	0.008
Si	9.524	14.966	6.794	-0.003	-0.002	-0.006
Si	12.239	1.357	6.828	0.005	-0.001	0.009
Si	14.955	4.071	6.829	-0.009	-0.007	-0.01
Si	12.232	6.807	6.778	0.014	0.017	-0.009
Si	14.961	9.525	6.756	0.012	-0.003	-0.016
Si	12.269	12.217	6.762	-0.027	-0.048	-0.003
Si	14.941	14.955	6.793	-0.018	-0.008	0.004
Si	0.037	2.742	8.173	-0.018	-0.008	-0.01
Si	2.747	0.044	8.17	-0.019	-0.004	0.004
Si	16.312	8.192	8.137	-0.028	0.028	-0.001
Si	2.688	5.444	8.164	0.027	0.029	0.007
Si	16.317	13.611	8.16	0.016	0.002	0.005
Si	2.708	10.896	8.211	0.01	-0.012	0.019
Si	5.423	2.715	8.153	0.002	0.018	-0.002
Si	8.16	0.008	8.135	0.001	0.017	-0.007
Si	5.451	8.151	8.177	0.014	0.005	-0.008
Si	8.203	5.431	8.227	0.001	-0.03	0
Si	5.466	13.655	8.183	0.027	-0.006	0
Si	8.204	10.905	8.13	-0.02	-0.017	-0.013
Si	10.872	2.726	8.175	0	0.015	0.004
Si	13.625	16.33	8.181	-0.008	-0.015	0.011
Si	10.939	8.169	8.178	0.014	-0.015	-0.012
Si	13.606	5.463	8.149	0.018	0.004	0.003
Si	10.905	13.584	8.117	-0.001	0.012	-0.002
Si	13.622	10.871	8.142	-0.008	0.041	-0.002
Si	1.381	4.092	9.6	-0.012	-0.007	0.024
Si	4.105	1.388	9.586	0.015	-0.012	0.027
Si	1.321	9.528	9.548	-0.028	-0.018	0.018
Si	4.069	6.779	9.507	0.008	0.036	-0.019
Si	1.344	15.033	9.462	-0.016	-0.035	-0.009
Si	4.093	12.299	9.525	-0.011	-0.01	0.031
Si	6.804	4.043	9.506	0.027	0.023	0
Si	9.534	1.314	9.515	-0.006	-0.007	-0.011
Si	6.828	9.567	9.471	0.046	-0.032	-0.024
Si	9.609	6.825	9.563	-0.005	0.032	0.029
Si	6.847	15.012	9.56	0.007	0.031	-0.014
Si	9.564	12.247	9.519	-0.035	-0.026	0.019
Si	12.217	4.145	9.503	-0.013	-0.015	-0.009
Si	15.011	1.404	9.52	0.005	-0.026	-0.001
Si	12.316	9.508	9.556	-0.001	-0.002	0.013
Si	15	6.811	9.506	-0.014	-0.024	-0.029
Si	12.288	14.899	9.491	0.001	-0.012	-0.001
Si	14.971	12.215	9.511	0.027	-0.006	0
Si	0.07	0.072	10.889	0.008	0.038	0.005
Si	2.77	2.75	10.996	0.003	-0.005	0.038
Si	0.048	5.539	10.932	-0.031	0.06	0.031
Si	2.714	8.149	10.852	0.029	-0.016	-0.017
Si	16.262	10.854	10.936	-0.029	0.027	0.062
Si	2.672	13.686	10.807	0.017	-0.013	-0.004
Si	5.514	0.054	10.956	0.027	-0.002	0.019
Si	8.176	2.69	10.853	-0.018	-0.032	-0.011
Si	5.443	5.408	10.837	-0.014	-0.024	0.039
Si	8.267	8.295	10.805	0.013	0.031	-0.048
Si	5.496	10.934	10.855	0.042	-0.025	0.003
Si	8.215	13.624	10.9	0.022	0.057	0.023
Si	10.908	16.224	10.822	-0.021	-0.018	0
Si	13.621	2.813	10.792	0	0.006	-0.02
Si	10.962	5.483	11.004	0.038	0.031	0.03
Si	13.652	8.087	10.931	0.02	0.02	-0.027
Si	10.982	10.926	10.876	0.013	0.026	0.045
Si	13.693	13.608	10.895	-0.022	-0.015	-0.015
Si	1.377	1.403	12.369	0.019	-0.037	0.06
Si	4.205	4.071	12.367	0.129	0.013	0.032
Si	1.524	6.79	12.371	-0.036	-0.055	0.02
Si	4.014	9.619	12.109	-0.064	-0.007	-0.032
Si	1.218	12.422	12.139	-0.005	0.018	-0.002
Si	4.024	15.029	12.183	-0.007	0.019	-0.009
Si	6.952	1.377	12.367	-0.032	-0.007	0.024
Si	9.523	4.042	12.195	-0.035	-0.05	-0.016
Si	6.84	6.893	11.971	0.019	0.019	0.006
Si	9.592	9.654	12.256	-0.012	-0.029	-0.02
Si	6.802	12.324	12.27	0.011	-0.023	-0.025
Si	9.698	14.83	12.317	0.025	-0.104	0.019
Si	12.291	1.337	12.008	-0.009	-0.055	-0.046
Si	14.858	4.27	12.189	-0.047	0.012	-0.017
Si	12.361	6.828	12.468	0.013	-0.013	-0.021
Si	15.047	9.312	12.352	-0.011	-0.025	0.005
Si	12.441	12.164	12.272	0.008	0	-0.011
Si	15.024	15.064	12.208	-0.026	0.027	-0.003
Si	16.211	2.927	13.446	-0.036	0.047	0.032
Si	2.86	0.051	13.737	0.057	0.038	0.015
Si	0.215	8.104	13.837	0.011	0.039	0.06
Si	2.903	5.415	13.805	-0.015	-0.001	0.085
Si	16.309	13.793	13.659	0.004	0.072	0.063
Si	2.573	11.006	13.338	0.045	-0.022	-0.019
Si	5.62	2.769	13.814	0.061	0.024	0.052
Si	8.346	16.215	13.637	0.006	0.041	0.041
Si	5.471	8.268	13.293	0.042	-0.054	-0.065
Si	8.105	5.492	13.359	-0.109	0.082	-0.083
Si	5.224	13.568	13.54	-0.052	-0.044	0.046
Si	8.367	11.206	13.65	0.055	0.105	0.022
Si	10.921	2.57	13.371	-0.044	0.022	0.046
Si	13.683	0.175	13.462	-0.021	0.004	0.042
Si	10.894	8.237	13.679	0.003	0.054	0.024
Si	13.727	5.474	13.955	0.04	0.038	0.062
Si	11.257	13.545	13.739	0.01	0.082	0.027
Si	13.616	10.613	13.661	-0.001	-0.031	0.036
Si	1.282	3.999	14.96	0.081	0.258	-0.493
Si	4.573	1.083	15.117	-0.412	0.284	-0.811
Si	1.277	9.977	14.966	-0.162	-0.225	-0.721
Si	4.558	6.875	14.903	-0.085	-0.169	-0.471
Si	1.623	14.972	15.149	-0.093	-0.158	-0.583
Si	3.606	12.368	14.901	0.008	0.243	-0.412
Si	6.752	4.555	14.96	-0.226	-0.103	-0.453
Si	10.032	1.006	14.919	-0.218	0.047	-0.584
Si	7.093	9.48	14.479	-0.349	0.394	-0.375
Si	9.071	7.119	14.703	0.583	-0.445	-0.137
Si	6.588	15.016	14.674	0.162	-0.01	-0.691
Si	10.078	12.123	15.191	0.072	-0.246	-0.626
Si	12.216	3.791	14.836	0.078	0.231	-0.562
Si	14.617	1.861	14.801	0.087	-0.031	-0.783
Si	11.996	9.586	15.236	0.067	0.162	-0.493
Si	15.747	6.437	15.362	-0.179	-0.197	-0.526
Si	12.435	15.273	14.959	-0.013	-0.256	-0.603
Si	15.173	11.959	14.708	0.168	0.064	-0.638
Si	3.54	13.223	24.712	-0.029	0.031	-0.095
Si	8.328	14.168	16.877	0.108	-0.038	-0.244
Si	8.91	4.842	19.25	0.137	0.134	-0.139
Si	0.017	7.881	17.945	-0.084	-0.11	-0.322
Si	3.184	1.971	26.694	-0.086	0.184	0.006
Si	5.473	2.099	17.756	-0.075	-0.107	-0.316
Si	8.485	0.966	17.421	-0.028	0.064	-0.376
Si	14.436	13.684	16.812	0.114	0.138	-0.424
Si	10.349	10.449	17.752	0.119	0.124	-0.51
Si	8.017	8.463	17.102	-0.074	-0.167	-0.269
Si	6.019	9.845	18.651	0.067	-0.14	-0.432
Si	14.11	14.407	26.313	-0.117	-0.142	0.193
Si	13.568	7.434	17.174	0.034	-0.023	-0.39
Si	12.805	7.899	22.214	-0.016	-0.02	-0.277
Si	15.669	9.688	24.811	-0.107	-0.066	-0.024
Si	5.612	2.216	30.085	-0.073	0.061	0.375
Si	15.515	15.333	21.16	-0.026	-0.103	-0.175
Si	7.882	0.981	28.418	-0.07	0.051	0.05
Si	3.646	8.803	27.831	-0.016	0.022	0.084
Si	12.646	4.332	23.496	0.076	0.052	-0.038
Si	12.221	8.701	19.43	-0.137	0.019	-0.202
Si	10.016	15.204	28.275	0.19	-0.099	0.163
Si	0.977	12.538	16.524	0.082	-0.15	-0.394
Si	2.325	14.532	28.037	-0.013	0.099	0.129
Si	0.716	1.494	21.534	-0.109	0.091	-0.093
Si	6.552	4.042	32.609	-0.047	0.069	0.231
Si	1.71	5.693	17.409	-0.192	-0.107	-0.376
Si	0.723	10.795	18.942	0.098	0.02	-0.263
Si	6.228	7.426	22.388	0.074	-0.14	-0.271
Si	2.595	10.963	21.405	-0.047	-0.002	-0.345
Si	10.25	3.685	21.509	-0.078	0.12	-0.343
Si	16.207	5.49	19.663	0.033	0.028	-0.397
Si	6.698	6.908	19.234	-0.018	0.127	-0.281
Si	6.725	12.908	21.703	0.181	-0.009	-0.301
Si	9.486	3.595	16.451	0.06	-0.115	-0.583
Si	8.037	12.155	18.982	0.019	-0.233	-0.195
Si	11.354	13.263	30.452	0.079	-0.081	0.186
Si	7.443	3.445	21.416	0.056	0	-0.104
Si	12.667	0.396	27.459	0.031	-0.116	0.301
Si	0.772	6.896	24.514	0.01	-0.017	0.104
Si	7.689	10.738	30.687	0.051	0.054	0.239
Si	1.325	1.643	28.955	-0.147	-0.013	0.195
Si	6.208	8.8	29.233	0.184	0.095	0.101
Si	3.372	0.066	22.085	-0.032	-0.003	-0.137
Si	13.017	1.984	19.506	0.035	0.123	-0.196
Si	4.32	4.213	28.085	-0.091	-0.061	0.05
Si	3.886	9.671	16.448	-0.082	0.031	-0.417
Si	10.893	15.128	21.833	0.136	0.088	-0.242
Si	12.799	9.953	28.712	-0.096	0.04	0.327
Si	11.422	6.182	20.449	-0.18	-0.02	-0.301
Si	7.346	0.419	25.351	-0.014	0.085	0.174
Si	15.806	2.664	19.093	-0.13	0.204	-0.349
Si	15.22	1.678	32.512	-0.032	-0.025	0.355
Si	3.644	6.159	23.692	0.012	0.138	0.004
Si	4.005	11.88	27.224	0.005	-0.012	0.214
Si	4.923	5.202	17.297	0.049	0.099	-0.332
Si	4.98	3.744	22.861	0.168	-0.063	-0.029
Si	9.208	12.843	26.398	0.036	0.036	0.199
Si	8.582	14.341	23.838	-0.224	-0.034	-0.06
Si	12.837	5.804	26.017	-0.074	-0.043	0.016
Si	12.93	10.352	23.719	0.031	0.029	-0.092
Si	8.322	6.453	29.339	0.071	-0.056	0.308
Si	14.181	12.097	30.153	-0.108	-0.114	0.216
Si	4.403	16.137	24.988	-0.093	0.048	-0.056
Si	13.482	4.796	18.757	0.248	-0.002	-0.335
Si	12.094	15.12	32.544	0.042	0.032	0.244
Si	7.739	6.241	24.781	-0.043	0.046	0.008
Si	5.339	1.64	20.869	0.175	0.119	-0.346
Si	4.362	14.605	32.511	0.095	0.026	0.246
Si	13.275	0.579	22.077	0.089	0.133	-0.241
Si	12.319	9.627	32.916	0.094	-0.039	0.241
Si	8.183	3.888	27.759	-0.034	0.122	0.156
Si	3.25	0.079	30.226	0.089	0.008	0.14
Si	10.393	0.957	19.825	0.014	0.05	-0.248
Si	15.434	1.345	24.227	0.024	0.076	-0.135
Si	13.455	2.915	25.835	0.07	-0.123	0.061
Si	8.854	6.261	32.378	0.062	0.058	0.385
Si	14.801	12.852	19.648	0.127	0.011	-0.301
Si	14.862	11.541	32.973	0.077	-0.143	0.245
Si	1.601	4.542	29.566	-0.071	-0.094	0.233
Si	5.471	10.173	21.766	-0.028	0.098	-0.258
Si	3.939	13.576	21.689	0.01	0.071	-0.188
Si	15.133	13.813	23.514	-0.102	0.026	-0.115
Si	0.709	1.397	16.553	0.122	-0.104	-0.316
Si	10.624	10.197	30.483	-0.021	0.06	0.234
Si	12.768	12.745	21.912	-0.005	0.006	-0.074
Si	15.094	5.771	22.538	-0.014	0.081	-0.27
Si	14.561	8.134	27.155	-0.083	0.006	0.121
Si	15.77	14.098	28.935	-0.054	-0.079	0.228
Si	9.866	6.117	26.818	-0.095	-0.03	0.11
Si	12.183	11.875	26.389	-0.028	0.043	0.029
Si	6.976	3.363	25.107	-0.089	0.004	0.104
Si	1.105	3.965	32.562	0.006	-0.125	0.303
Si	6.954	11.352	27.968	0.051	-0.115	0.182
Si	14.072	16.251	30.314	-0.067	-0.022	0.24
Si	0.877	0.421	26.428	0.014	0.006	0.194
Si	6.425	12.632	32.729	-0.094	0.057	0.17
Si	0.985	11.871	23.907	0.186	0.057	-0.029
Si	5.046	6.604	26.348	0.015	0.002	0.084
Si	1	7.011	27.665	0.105	-0.073	0.043
O	11.123	10.144	33.842	-0.016	-0.494	-0.279
O	2.783	1.723	28.238	0.574	-0.168	0.235
O	14.967	6.741	34.257	0.044	-0.244	-0.305
O	13.919	2.268	33.292	-0.058	0.011	-0.286
O	11.591	9.409	31.51	-0.12	-0.317	-0.421
O	14.836	12.602	34.189	0.399	-0.207	0.065
O	13.453	8.575	28.235	-0.231	-0.374	0.105
O	4.927	5.646	27.652	0.269	0.084	0.443
O	6.03	3.15	31.362	-0.017	-0.139	-0.218
O	7.472	11.707	31.937	0.56	0.114	-0.076
O	4.111	5.973	25.214	-0.359	-0.527	0.237
O	9.438	4.551	26.974	0.394	-0.387	-0.201
O	0.55	5.125	33.529	0.167	0.132	-0.348
O	2.352	3.229	33.303	0.41	0.096	-0.291
O	3.97	14.632	25.39	0.213	-0.099	0.624
O	7.24	3	33.63	-0.312	-0.333	-0.061
N	15.139	4.311	18.968	0.034	-0.036	0.039
O	3.757	6.939	34.214	-0.049	0.065	-0.52
O	14.827	1.166	31.031	0.01	0.376	-0.345
O	6.841	9.509	34.222	-0.105	0.06	-0.462
O	3.357	13.703	33.419	-0.004	-0.54	-0.491
O	7.696	5.139	32.307	-0.041	-0.064	-0.374
O	0.31	0.911	27.904	-0.456	0.068	0.176
O	16.134	0.26	25.235	0.117	-0.505	0.04
O	7.646	11.708	29.391	0.305	0.758	-0.004
O	3.55	0.22	23.682	-0.086	0.36	0.205
O	9.347	6.889	28.156	0.395	0.515	-0.005
O	13.002	8.259	33.411	0.08	-0.424	-0.664
O	8.406	7.572	33.256	0.257	0.113	-0.56
O	9.47	12.173	34.396	-0.009	-0.022	-0.49
O	12.865	11.099	27.607	0.177	0.245	-0.199
O	4.491	8.099	26.632	0.395	0.077	-0.432
O	9.067	9.877	30.732	0.019	-0.585	-0.118
O	14.556	10.219	23.749	0.145	-0.018	-0.12
O	4.228	0.86	26.201	0.637	-0.19	0.218
O	11.876	16.236	22.495	-0.04	0.238	0.372
O	0.438	10.855	25.037	0.136	0.141	0.63
O	16.084	5.496	21.273	0.197	0.046	0.287
N	6.909	8.384	18.407	-0.104	-0.025	0.16
O	9.514	13.229	16.278	0.258	0.21	0.455
O	3.28	5.312	17.204	0.006	-0.162	-0.233
O	2.229	8.028	27.995	-0.141	0.028	0.363
O	0.145	8.375	24.332	0.23	0.08	-0.337
O	8.137	6.21	18.92	0.475	0.257	-0.293
O	7.109	9.414	16.113	-0.225	0.437	0.518
O	5.654	16.203	15.278	0.079	-0.035	0.231
O	8.037	4.143	15.921	0.079	0.068	0.256
O	7.768	4.641	24.535	0.226	-0.1	-0.241
O	0.565	2.026	18.048	0.474	0.216	0.382
O	9.372	9.191	17.558	0.014	-0.335	0.012
N	10.18	5.013	20.39	0.094	0.024	0.135
O	10.905	4.17	15.816	-0.265	0.274	0.016
O	7.065	14.039	15.892	-0.374	-0.587	-0.08
O	7.429	6.897	23.337	0.212	-0.086	-0.158
O	13.377	15.839	26.308	-0.207	0.078	-0.699
O	13.121	1.924	21.154	-0.145	0.49	0.54
O	8.139	8.295	14.09	0.06	0.08	-0.637
N	0.645	5.251	16.036	0.042	0.079	0.293
O	11.206	16.277	15.441	0.127	-0.183	0.377
O	12.61	8.326	16.166	-0.208	-0.175	-0.136
O	15.889	7.034	19.256	-0.12	0.361	0.523
O	15.837	15.026	22.716	0.234	0.429	0.502
O	8.997	13.139	24.829	0.212	-0.422	-0.411
O	4.8	0.206	21.317	0.226	-0.59	0.076
O	8.814	3.553	22.254	-0.008	0.073	0.701
O	1.292	16.197	16.297	-0.092	0	0.498
O	15.729	11.574	19.401	-0.206	-0.251	0.439
O	16.292	2.858	32.332	-0.022	0.081	-0.202
O	8.673	15.744	16.983	0.298	-0.039	0.209
O	11.468	6.233	26.756	0.162	0.121	0.188
O	14.895	9.381	26.189	-0.27	0.21	0.252
O	3.452	15.387	31.456	-0.328	0.049	-0.001
O	12.344	11.338	22.572	-0.545	-0.353	-0.331
O	7.963	11.906	26.846	0.021	-0.121	-0.502
O	12.909	13.095	30.032	0.307	0.371	-0.541
O	11.434	4.074	22.489	-0.005	0.137	-0.122
O	9.109	1.143	18.886	-0.239	0.055	0.591
O	4.337	11.113	15.75	0.547	0.127	0.224
O	7.918	13.62	18.318	-0.361	0.202	0.324
O	6.236	9.022	22.566	0.118	0.138	0.428
O	5.452	3.696	17.518	0.141	-0.007	0.164
O	10.223	15.859	20.554	-0.513	-0.448	-0.074
O	12.385	10.959	25.094	-0.022	-0.056	-0.107
O	1.46	11.808	17.891	0.304	0.247	0.128
O	6.887	1.919	21.276	0.413	-0.365	-0.071
O	0.273	2.693	20.527	0.091	0.527	0.42
O	11.59	13.725	21.418	-0.375	-0.3	-0.234
O	15.725	14.039	20.24	0.645	0.029	-0.256
O	15.314	12.553	29.115	0.289	-0.264	-0.309
O	14.102	12.409	15.886	-0.376	-0.284	0.022
O	12.795	8.908	20.922	0.196	0.608	0.208
O	4.375	1.498	16.704	-0.444	0.101	0.472
O	6.118	11.538	22.313	0.081	0.06	0.391
O	8.582	7.144	16.293	0.181	-0.36	0.63
N	15.215	7.438	16.694	0.114	0.257	0.105
O	7.797	12.443	20.559	0.457	-0.194	0.422
O	6.45	7.033	20.825	0.106	0.131	0.222
O	16.044	12.544	23.199	-0.097	-0.303	-0.504
O	11.839	0.962	19.058	0.011	-0.51	-0.196
O	7.388	13.815	22.866	-0.143	0.106	0.247
O	14.523	1.666	18.997	0.188	-0.412	-0.16
O	2.981	14.882	21.66	-0.567	-0.088	0.101
O	0.18	9.439	18.247	-0.308	0.197	-0.327
O	3.691	4.686	23.029	-0.611	-0.297	-0.245
O	1.605	2.562	15.777	0.572	-0.309	0.307
O	5.464	6.079	18.551	-0.392	0.039	0.453
O	12.905	5.609	20.043	0.493	0.144	0.419
O	9.277	14.249	27.2	-0.376	0.223	-0.149
O	3.042	13.112	27.696	0.105	-0.2	-0.17
O	1.474	7.3	17.487	0.266	0.495	0.013
O	12.635	3.406	18.787	-0.442	-0.054	-0.13
O	9.798	14.733	22.898	-0.145	-0.221	0.203
O	5.069	1.824	19.29	-0.226	-0.131	0.238
O	11.642	6.796	21.94	-0.182	-0.042	0.686
O	4.352	1.258	30.427	-0.159	0.288	0.417
O	1.038	14.195	28.961	-0.028	0.004	0.572
O	13.503	8.264	18.548	0.592	0.061	0.548
O	4.568	9.803	17.906	-0.07	-0.092	0.413
O	7.005	7.398	29.29	-0.423	-0.179	0.069
N	9.414	1.878	16.291	0.031	-0.031	0.29
O	4.256	8.152	15.935	-0.037	0.04	0.536
O	10.436	2.245	20.803	0.227	-0.06	0.35
O	13.665	12.366	20.646	-0.069	-0.57	-0.003
O	1.289	5.12	18.893	0.131	-0.609	0.608
O	3.129	12.414	20.92	0.158	0.249	-0.637
O	16.037	5.867	23.857	0.032	-0.38	0.301
O	6.932	11.157	18.324	-0.118	0.061	-0.503
O	0.993	5.753	28.69	-0.194	0.159	0.037
O	3.779	3.471	26.724	-0.088	0.363	-0.576
N	0.253	11.285	15.515	-0.094	0.089	0.352
O	13.47	10.741	32.971	-0.26	-0.016	-0.063
O	2.267	9.684	16.255	-0.063	-0.059	0.383
O	5.442	13.71	21.072	0.056	0.134	-0.234
O	14.12	0.811	23.43	-0.223	-0.057	0.23
O	6.742	9.726	27.981	0.01	-0.367	-0.534
O	13.078	14.509	33.656	0.252	0.358	-0.133
O	11.233	9.717	29.067	-0.357	-0.608	-0.598
N	2.323	13.387	15.75	-0.087	0.059	0.188
O	11.114	16.177	33.252	0.101	0.049	-0.68
O	12.941	13.296	26.349	-0.297	0.037	0.144
O	5.535	3.268	24.325	-0.334	-0.287	0.226
O	8.361	15.662	24.75	0.222	0.053	-0.069
O	5.345	3.241	28.864	0.445	-0.008	-0.052
O	11.561	9.998	18.731	0.361	0.351	0.321
O	13.204	5.832	17.476	-0.342	-0.224	-0.224
O	15.501	1.288	16.037	-0.408	-0.492	0.532
O	1.816	1.66	25.881	-0.226	0.321	-0.67
O	8.92	16.189	28.937	-0.008	-0.153	0.512
N	10.95	10.82	16.105	-0.031	0.045	0.342
O	13.628	13.574	23.002	-0.358	0.36	0.217
O	1.718	10.399	20.157	0.021	-0.559	0.055
O	15.058	14.112	25.066	0.329	0.146	0.24
O	3.421	10.396	27.575	-0.576	-0.105	0.145
O	13.375	2.758	15.451	-0.158	-0.139	0.345
O	5.453	11.639	33.588	-0.654	0.257	-0.525
O	6.288	4.37	22.09	0.082	0.45	0.166
O	2.287	1.164	21.627	0.343	0.408	-0.281
O	5.489	12.039	27.859	-0.034	0.45	0.083
O	6.93	3.657	26.716	-0.507	0.012	0.151
O	14.06	4.522	22.716	-0.062	-0.564	-0.013
O	5.736	9.964	20.206	-0.166	-0.216	0.251
O	13.503	14.877	16.19	0.314	0.33	0.516
O	9.063	6.606	30.797	0.414	0.365	-0.351
O	13.453	4.386	26.527	0.172	0.055	0.663
O	15.157	14.511	27.52	0.011	0.438	-0.387
O	7.858	4.914	28.996	-0.473	-0.174	0.089
O	13.977	15.821	21.084	-0.529	-0.224	-0.383
O	6.576	6.658	25.84	0.016	0.065	0.358
O	14.239	7.152	22.369	0.183	0.194	0.236
O	6.764	1.195	29.57	0.129	-0.46	0.29
O	9.525	4.087	17.977	0.291	-0.05	0.216
O	3.858	10.069	21.872	-0.263	-0.563	0.278
O	1.705	11.044	22.737	-0.221	-0.107	0.096
O	16.117	13.684	16.793	0.174	0.448	0.239
O	1.049	6.572	26.09	0.002	-0.497	0
O	7.7	1.932	24.862	0.45	0.04	-0.252
O	5.224	15.672	33.397	0.321	-0.178	-0.338
O	9.512	11.575	18.578	0.41	0.22	0.113
O	4.603	8.595	29.135	-0.444	-0.269	0.672
O	6.944	1.474	17.459	0.125	-0.216	-0.202
O	12.578	3.045	24.474	-0.267	-0.223	-0.302
O	15.831	0.456	33.394	-0.232	-0.325	-0.279
O	1.734	15.394	26.756	-0.042	-0.201	-0.577
O	2.168	6.799	23.683	-0.044	0.3	-0.353
O	10.188	5.686	33.149	0.322	0.218	-0.543
O	12.416	8.832	23.476	-0.322	-0.071	0.606
O	0.821	3.145	29.242	-0.361	0.048	-0.194
O	0.131	1.774	23.031	0.241	0.371	0.203
O	3.15	4.471	29.162	0.252	0.223	0.084
O	10.7	11.807	30.571	-0.131	0.207	-0.139
O	12.916	15.812	31.355	0.04	0.271	-0.36
O	4.162	13.168	23.238	0.462	0.045	0.332
O	4.473	2.631	21.819	-0.547	0.081	0.059
O	5.969	16.234	24.685	-0.002	-0.076	-0.361
O	1.258	14.991	34.295	0.061	-0.189	-0.573
O	3.349	15.465	28.893	0.274	0.012	-0.387
O	10.606	12.071	26.638	0.09	-0.172	0.11
O	9.331	1.409	34.239	0.099	0.027	-0.312
O	0.144	0.197	20.748	0.356	-0.21	-0.567
O	11.146	7.459	19.456	-0.571	0.049	-0.433
O	11.221	13.918	31.92	-0.39	-0.112	0.264
O	4.129	12.02	25.613	0.345	-0.498	-0.452
O	7.353	13.604	33.65	-0.165	0.543	-0.195
O	14.917	12.294	31.573	0.182	0.497	-0.199
O	9.148	6.681	25.464	0.27	0.452	-0.368
O	16.174	10.625	33.188	0.052	-0.038	-0.601
O	12.494	5.655	24.434	-0.152	0.437	-0.102
O	1.74	0.757	30.262	-0.42	0.045	0.519
O	8.622	2.421	28.265	0.395	0.012	0.206
O	14.934	2.489	25.283	0.437	0.173	0.094
O	5.447	13.583	31.854	-0.007	0.216	-0.856
N	5.57	5.661	15.742	0.047	0.119	0.099
O	6.501	9.644	30.591	-0.472	-0.29	0.446
O	12.767	1.903	26.888	-0.363	0.165	0.208
O	10.653	14.228	29.389	-0.252	-0.061	0.007
O	4.747	6.994	22.868	-0.153	0.028	0.005
O	7.304	0.469	26.979	-0.165	-0.227	-0.033
O	15.914	7.735	27.925	-0.156	0.244	0.635
O	5.342	4.905	33.292	-0.059	0.057	-0.289
O	1.934	12.999	24.579	-0.15	0.47	0.028
O	12.119	4.055	34.072	0.02	0.074	-0.292
O	13.964	6.925	26.273	0.077	-0.18	-0.173
O	1.675	9.086	34.238	0.146	0.136	-0.284
O	15.141	15.06	30.079	0.26	-0.185	0.536
O	13.406	0.337	28.905	0.123	0.258	-0.289
O	7.764	3.899	19.903	-0.468	-0.112	-0.321
O	1.509	4.694	31.178	0.342	0.325	-0.248
O	14.041	13.425	18.338	-0.614	0.301	0.235
O	13.677	10.571	29.947	0.312	-0.555	0.066
O	3.99	1.426	34.316	0.112	0.229	-0.294
O	11.159	16.16	27.632	-0.279	0.204	-0.283

Results
total energy: -133405.121 eV
total energy less fixed offsets of N -271.95, O -438.35, Si -107.03 eV per atom: 11.209 eV
